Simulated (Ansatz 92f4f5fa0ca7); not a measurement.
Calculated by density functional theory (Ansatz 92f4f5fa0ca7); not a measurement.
Periodic cell of 221 atoms, Si132O88H1, from a study of silicon, its oxide and their interface. The atomic structure is a simulated model.
Doubt: the cutoff is far below the 930 eV that the study's wrapper takes by default for these files, so forces and energies are approximate.
This geometry differs little from another in the collection (a relaxation step or a small displacement).

Settings: functional PBE; potential files Ansatz PAW; basis plane waves; wave-function cutoff 580 eV; density cutoff ratio 5; exchange-correlation grid ratio 1; k mesh 1 x 1 x 1, Gamma-centred; self-consistency stop 5e-08 eV per atom in the density residual; occupations fixed; spin none; net charge +1 e, with a uniform compensating background and no finite-size correction.

Cell vectors (angstrom)
a  10.938  0  0
b  0  10.938  0
c  0  0  32.2953

Atoms: element, x, y, z (angstrom)
Si  -0.1245  0.1939  24.7575
Si  5.684  -0.2792  24.7289
Si  2.4235  2.9951  24.9087
Si  8.5363  2.4422  24.589
Si  0.1798  5.2191  24.9354
Si  5.2885  5.8294  24.8822
Si  2.9262  7.9465  24.853
Si  7.8927  8.4022  24.986
Si  1.3337  1.3731  26.1922
Si  6.8568  1.3771  25.9726
Si  4.1285  4.1282  26.0918
Si  9.5103  4.0292  26.1212
Si  1.3655  6.8127  26.1984
Si  6.7765  6.8851  26.3353
Si  4.0703  9.5908  26.1088
Si  9.6036  9.5773  26.0988
Si  2.7293  0.0091  27.505
Si  8.2053  0.0211  27.4591
Si  -0.036  2.7353  27.542
Si  5.496  2.7253  27.4354
Si  2.7615  5.451  27.531
Si  8.2027  5.4474  27.5176
Si  -0.0046  8.2123  27.5049
Si  5.3937  8.2689  27.5837
Si  4.1018  1.3673  28.877
Si  9.5708  1.3673  28.877
Si  1.3673  4.1018  28.877
Si  6.8362  4.1018  28.877
Si  4.1018  6.8362  28.877
Si  9.5708  6.8362  28.877
Si  1.3673  9.5708  28.877
Si  6.8362  9.5708  28.877
Si  0  0  30.2443
Si  5.469  0  30.2443
Si  2.7345  2.7345  30.2443
Si  8.2035  2.7345  30.2443
Si  0  5.469  30.2443
Si  5.469  5.469  30.2443
Si  2.7345  8.2035  30.2443
Si  8.2035  8.2035  30.2443
Si  1.3673  1.3673  31.6115
Si  6.8362  1.3673  31.6115
Si  4.1018  4.1018  31.6115
Si  9.5708  4.1018  31.6115
Si  1.3673  6.8362  31.6115
Si  6.8362  6.8362  31.6115
Si  4.1018  9.5708  31.6115
Si  9.5708  9.5708  31.6115
Si  2.7345  0  0.6835
Si  8.2035  0  0.6835
Si  0  2.7345  0.6835
Si  5.469  2.7345  0.6835
Si  2.7345  5.469  0.6835
Si  8.2035  5.469  0.6835
Si  0  8.2035  0.6835
Si  5.469  8.2035  0.6835
Si  4.1018  1.3673  2.0507
Si  9.5708  1.3673  2.0507
Si  1.3673  4.1018  2.0507
Si  6.8362  4.1018  2.0507
Si  4.1018  6.8362  2.0507
Si  9.5708  6.8362  2.0507
Si  1.3673  9.5708  2.0507
Si  6.8362  9.5708  2.0507
Si  0  0  3.418
Si  5.469  0  3.418
Si  2.7345  2.7345  3.418
Si  8.2035  2.7345  3.418
Si  0  5.469  3.418
Si  5.469  5.469  3.418
Si  2.7345  8.2035  3.418
Si  8.2035  8.2035  3.418
Si  1.4144  1.3459  4.7929
Si  6.8067  1.4163  4.7821
Si  4.0802  4.1161  4.8007
Si  9.5872  4.0833  4.8096
Si  1.3815  6.8128  4.8181
Si  6.8616  6.821  4.7441
Si  4.0686  9.6037  4.7881
Si  9.6182  9.5176  4.733
Si  2.742  -0.013  6.262
Si  8.2805  0.0475  5.9936
Si  0.0972  2.7638  6.1544
Si  5.4551  2.7807  6.2068
Si  2.7118  5.4517  6.2445
Si  8.1904  5.4403  6.1587
Si  0.0218  8.1715  6.19
Si  5.4491  8.2064  6.0529
Si  3.8489  1.6676  7.5233
Si  9.9426  1.06  7.294
Si  1.5659  3.8909  7.6707
Si  6.5759  4.399  7.531
Si  4.3509  6.6503  7.4275
Si  9.263  7.0925  7.4296
Si  1.1685  9.6974  7.5847
Si  7.1011  9.3996  7.1761
O  1.3211  4.1367  24.4239
O  6.8369  9.5262  24.3969
O  2.7015  2.7417  8.0584
O  8.1429  8.2623  7.7056
O  5.4659  5.5526  7.9598
O  0.0224  -0.0849  7.9538
O  4.1095  6.8889  24.3919
O  9.6825  1.2945  24.2742
O  1.68  8.9918  9.0219
O  0.8946  4.4047  9.1127
O  9.2528  1.7963  8.6098
O  6.6494  10.0301  8.695
O  4.5746  1.1528  8.9272
O  3.7675  7.365  8.781
O  7.1751  3.8525  8.9652
O  9.5608  6.6761  8.9801
O  2.9066  2.2676  23.5084
O  5.0986  0.1745  23.2626
O  8.1573  2.9914  23.0785
O  10.3709  5.7706  23.5835
O  8.2962  7.4852  23.6972
O  2.2588  8.4839  23.4505
O  6.167  5.4635  23.5243
O  0.6395  10.5829  23.3913
Si  3.0475  8.4278  9.7674
Si  7.5287  3.9712  10.5489
Si  -1.1879  3.8717  15.9042
Si  3.3817  2.956  22.1109
Si  7.0251  0.6628  19.7635
Si  12.3036  -5.755  17.466
Si  2.6824  9.4791  20.2565
Si  9.269  6.3115  14.8202
Si  2.649  11.1674  17.6641
Si  -2.1169  9.886  17.8004
Si  4.7507  0.3703  21.6867
Si  9.3784  12.4715  10.1932
Si  4.4349  11.2437  10.2971
Si  3.3339  1.7399  12.8475
Si  9.0481  8.5131  12.9045
Si  0.9851  9.1459  22.6739
Si  -0.1423  0.8965  16.436
Si  -1.1642  0.2602  13.8702
Si  0.3341  13.1083  12.147
Si  5.5788  5.0537  22.0561
Si  6.8752  4.8919  15.3518
Si  5.273  4.2624  12.7289
Si  4.5816  11.2694  15.4281
Si  4.0957  6.6731  20.0371
Si  4.3903  5.112  17.3421
Si  -0.8098  7.0466  17.8364
Si  4.9601  12.993  17.8254
Si  3.0991  6.3229  12.101
Si  7.9141  3.1288  21.4617
Si  9.5904  7.0054  22.8706
Si  9.6748  5.4308  20.4072
Si  11.8421  4.8541  10.7047
Si  -3.5424  9.9618  14.9595
Si  1.7219  4.6781  20.3511
Si  7.1565  10.5915  10.0814
Si  9.3831  6.5429  10.5833
O  8.3059  5.3585  10.9114
O  9.8935  -1.0222  12.8397
O  19.4184  13.6159  10.9184
O  2.794  5.8677  20.5615
O  -2.8541  4.0449  16.1751
O  -4.7237  15.0629  14.0586
O  0.3081  5.3161  20.7892
O  3.5431  11.9814  11.3905
O  -1.0924  7.3534  13.7225
O  -0.0365  6.1532  11.0289
O  1.6807  4.2755  18.7783
O  7.8764  1.6615  20.7401
O  3.8791  0.7905  14.0335
O  2.2533  10.0594  18.7833
O  1.3036  9.1545  21.0695
O  10.9041  1.3745  10.7374
O  9.8394  0.1839  17.5247
O  9.6978  8.5701  18.2476
O  4.4321  1.9445  21.3936
O  2.9562  18.6575  11.2343
O  6.5452  3.9986  21.2868
O  9.057  3.9491  20.6395
O  3.7144  8.245  20.0196
O  0.8219  6.7149  17.8171
O  3.4099  -0.4202  21.2644
O  1.3437  11.9673  17.0764
O  1.7128  12.7865  12.9277
O  0.3017  3.7222  11.7101
O  9.9132  4.8108  14.5494
O  2.4345  16.1126  11.1309
O  -14.2408  6.2041  14.7325
O  5.9801  11.1523  10.9794
O  -2.6909  11.283  14.4682
O  10.8586  10.9338  15.065
O  5.5976  5.365  16.2634
O  4.5034  6.2314  18.5148
O  13.7816  5.2277  16.6758
O  9.0287  6.5254  21.4229
O  3.48  10.5201  16.3894
O  -0.3579  8.2712  22.8075
O  5.319  6.3388  21.0723
O  5.8035  -0.6798  15.0461
O  2.0969  3.3284  21.1784
O  -3.279  8.8617  13.7382
O  2.2902  6.614  13.4847
O  3.6344  1.2988  18.4011
O  4.1632  4.3382  22.4297
O  5.9609  -0.1197  20.7171
O  -1.3426  6.8318  16.3192
O  0.0811  4.4369  16.7928
O  -0.8694  1.6852  13.1358
O  4.6118  5.7528  12.4686
O  -1.4951  5.9771  18.8792
O  4.0431  14.133  12.8919
O  6.287  1.5908  18.6335
O  -2.9891  9.5163  16.4422
O  10.0786  2.2879  15.9501
O  8.8456  7.9158  11.366
O  15.6276  3.6435  17.9772
O  4.0096  9.7257  9.9948
O  8.635  0.0423  10.4506
O  6.1695  3.8589  11.4259
O  7.8821  -0.5199  19.0261
O  5.1437  12.5862  16.2356
H  2.6138  6.1926  14.297

Results
free energy: -133981.689 eV
free energy less fixed offsets of H -15.97, O -568.88, Si -635.61 eV per atom: -3.759 eV

Forces (eV/angstrom), in the order of the atoms: element, x, y, z
Si  -0.028  0.0508  0.0294
Si  0.0276  -0.0383  0.064
Si  -0.04  0.0404  0.0364
Si  0.0276  -0.0396  0.0916
Si  0.0412  -0.0504  0.0479
Si  -0.0406  0.017  0.0454
Si  0.0575  -0.0123  0.066
Si  -0.0679  0.064  0.0058
Si  -0.0197  0.0173  -0.0129
Si  0.0151  -0.0206  -0.041
Si  -0.0172  0.0176  -0.027
Si  0.0309  -0.0179  -0.0254
Si  0.0035  -0.0243  -0.0342
Si  -0.0364  0.0311  -0.0036
Si  0.0204  -0.011  -0.0216
Si  -0.0042  0.0106  -0.0291
Si  0.0041  -0.0019  -0.0113
Si  -0.0119  -0.0027  0.0242
Si  0.0019  0.0042  0.0042
Si  -0.0051  0.0085  0.0057
Si  -0.0023  -0.0081  0.0012
Si  -0.0158  -0.0129  0.0087
Si  0.0001  0.0027  0.0012
Si  0.02  -0.0011  -0.0105
Si  0.2234  0.0826  -0.3058
Si  -0.2498  -0.1226  0.1456
Si  -0.0235  -0.0264  0.092
Si  -0.0754  -0.2233  -0.1092
Si  -0.2424  0.0176  0.4395
Si  0.0547  -0.0693  -0.0763
Si  0.0153  0.0064  -0.0247
Si  0.0905  0.388  0.0318
Si  -0.0463  -0.0051  -0.0256
Si  0.1198  0.0402  0.0182
Si  -0.0316  0.036  -0.0277
Si  -0.0144  -0.0849  0.0041
Si  0.0658  0.0329  0.0122
Si  -0.0287  0.0338  -0.0343
Si  -0.0211  -0.1268  0.0332
Si  -0.0366  -0.0003  -0.0477
Si  0.0076  -0.0389  -0.0131
Si  -0.0346  0.0611  -0.0091
Si  0.0175  0.0083  -0.0126
Si  -0.0386  -0.0106  -0.0396
Si  -0.0319  0.0608  0
Si  0.024  -0.0127  -0.0169
Si  -0.0117  0.0138  -0.0434
Si  0.0344  -0.0271  -0.0169
Si  0.0327  -0.0311  0.0257
Si  -0.0205  0.0088  0.0037
Si  0.0044  0.0375  0.0138
Si  0.0335  -0.0546  0.0162
Si  -0.0145  0.0214  0.0164
Si  0.0265  0.0163  0.0248
Si  -0.0058  -0.0417  0.0256
Si  -0.0327  0.0035  0.0122
Si  0.015  0.0925  -0.0253
Si  -0.009  -0.0474  0.0342
Si  -0.0232  -0.0434  0.0403
Si  -0.0102  0.0251  -0.01
Si  0.0599  -0.0071  0.0248
Si  -0.0439  0.0377  -0.0157
Si  -0.0247  0.0189  -0.0264
Si  0.052  -0.0104  0.0452
Si  0.2576  0.045  -0.1147
Si  -0.1061  0.1474  0.0661
Si  0.1959  -0.0913  -0.0484
Si  0.0268  0.1544  0.0071
Si  -0.009  -0.0091  0.1857
Si  -0.1369  -0.0357  -0.0824
Si  -0.1315  -0.0214  0.1439
Si  0.1126  -0.168  -0.3968
Si  -0.0222  0.0092  -0.016
Si  0.0016  -0.0031  0.0121
Si  -0.0096  -0.0222  0.0016
Si  -0.0187  0.0017  -0.0183
Si  -0.0163  -0.0137  0.0278
Si  -0.0788  -0.0336  0.0382
Si  0.0023  0.0032  0.0052
Si  0.0453  0.0614  0.0302
Si  0.0011  -0.0282  -0.0263
Si  0.0033  0.0082  -0.0741
Si  0.0215  -0.0188  0.0192
Si  -0.0192  -0.0191  0.0009
Si  0.0051  0.0219  -0.0143
Si  0.0043  0.0337  0.0056
Si  0.0073  0.0092  0.008
Si  0.0058  -0.0173  -0.0116
Si  -0.0316  0.0718  -0.0079
Si  0.0675  0.0049  0.045
Si  0.0282  -0.0691  0.0047
Si  -0.0228  0.0263  -0.011
Si  0.0189  0.0134  -0.0424
Si  -0.0203  0.0124  -0.0811
Si  -0.0617  -0.0004  0.0239
Si  0.1071  -0.2501  0.0247
O  0.0041  0.0072  0.0124
O  0.0197  -0.0186  0.0133
O  -0.0026  0.0367  -0.0029
O  -0.0593  0.1285  -0.0534
O  0.0223  0.0029  0.0052
O  0.0089  -0.0486  -0.0061
O  0.0071  -0.0129  0.0068
O  0.013  -0.0218  -0.0023
O  0.1121  -0.046  0.0614
O  -0.0087  0.0033  0.0136
O  0.0171  -0.0429  0.0056
O  0.1906  0.1225  0.6927
O  0.0406  -0.0372  0.0539
O  -0.0294  0.0381  0.0416
O  0.0015  -0.0123  -0.0033
O  0.0048  -0.0133  0.0662
O  0.0011  -0.0042  -0.0147
O  -0.0035  0.006  -0.0354
O  -0.0055  0.0116  -0.053
O  -0.0082  0.0099  -0.0254
O  0.0084  -0.0016  -0.005
O  -0.0203  0.0071  -0.0357
O  0.0156  0.0022  -0.0273
O  0.0102  -0.0179  -0.0287
Si  0.0309  0.0885  -0.0236
Si  0.0005  0.0308  -0.0035
Si  0.0026  0.0027  0.0167
Si  -0.0026  0.0052  0.0021
Si  -0.0008  -0.0002  0.0247
Si  0.0087  0.0071  0.027
Si  0.0097  -0.0082  0.0194
Si  0.0089  -0.0038  0.0151
Si  -0.0004  -0.0012  0.0304
Si  0.0018  0.0028  0.0373
Si  0.0013  -0.0118  0.0163
Si  0.0778  0.1566  -0.0469
Si  -0.1634  -0.1254  -0.1001
Si  -0.0014  0.0044  0.0227
Si  0.0111  -0.0226  0.0014
Si  0.0084  0.0152  0.0035
Si  0.0015  -0.0045  0.0248
Si  0.0117  0.0025  0.0168
Si  -0.0122  0.0225  0.0104
Si  -0.0102  0.0011  0.0015
Si  -0.0027  0.0028  0.0185
Si  -0.0134  0.0124  0.0059
Si  0.0024  -0.0007  0.0251
Si  0  0.0036  0.0289
Si  -0.0097  0.0019  0.0372
Si  0.0008  -0.0064  0.0284
Si  0.0013  0.0012  0.0284
Si  0.004  -0.0086  -0.0022
Si  0.0031  -0.0083  0.0083
Si  -0.0063  -0.0028  0.0051
Si  0.0048  -0.0083  0.0164
Si  0.0024  -0.0068  -0.0111
Si  -0.0004  0.0027  0.0245
Si  0.0041  -0.0058  0.0325
Si  -0.2396  0.1932  -0.7443
Si  0.0036  0.0162  0.0023
O  -0.0222  -0.0309  0.0055
O  -0.0111  -0.0035  -0.0093
O  0.0178  -0.0402  -0.0019
O  0.0031  0.0041  -0.0075
O  0.0007  -0.002  -0.0112
O  0.0018  -0.0046  -0.0076
O  -0.0103  0.0071  -0.0053
O  0.0462  -0.0257  -0.0148
O  -0.0022  0.0133  -0.0189
O  0.0057  0  0.0166
O  0.0056  -0.0096  -0.0251
O  -0.0016  0.0014  -0.0098
O  -0.0096  0.007  -0.0249
O  -0.0013  0.002  -0.0154
O  -0.0051  0.0011  0.0006
O  -0.0461  -0.0207  -0.0254
O  0.0014  0.0005  -0.0142
O  -0.0011  0.0031  -0.0154
O  0.0013  0.0015  -0.0103
O  0.0037  0.0432  -0.0439
O  -0.0011  0.0021  -0.0094
O  0.0004  -0.0002  -0.0092
O  -0.0046  0.0047  -0.0116
O  0.0028  0.0019  -0.0178
O  0.0017  0.0066  -0.0062
O  -0.0005  0.0006  -0.0135
O  0.0236  -0.0027  0.0128
O  0.0004  0.0011  -0.0026
O  -0.0011  -0.0023  -0.0065
O  0.0025  0.007  0.007
O  -0.0098  -0.0032  -0.0054
O  0.0893  -0.1172  0.121
O  -0.0028  0.0001  -0.011
O  -0.0025  -0.0018  -0.0122
O  0.0129  0.0007  -0.0204
O  0.0046  -0.0045  -0.0181
O  -0.0025  0.0011  -0.0164
O  -0.0021  0.0097  -0.0009
O  0.0035  -0.0009  -0.0143
O  -0.0045  -0.0076  -0.0076
O  0.0043  -0.009  -0.0036
O  -0.0011  0.0013  -0.0083
O  0.0093  -0.0026  -0.0038
O  0.0018  0.0036  -0.0068
O  0.0018  -0.0006  0.0005
O  -0.0016  -0.002  -0.018
O  -0.0027  0.0021  -0.0088
O  -0.0016  0.0034  -0.0089
O  -0.0011  0.0059  -0.0124
O  -0.0123  -0.0019  -0.0159
O  -0.0046  0.0003  -0.0106
O  -0.0049  -0.0059  0.0012
O  -0.0027  0.0014  -0.0142
O  0.0123  -0.0008  -0.0019
O  0.0032  -0.0013  -0.0131
O  -0.006  -0.0022  -0.0213
O  -0.0005  -0.0011  -0.0104
O  0.0224  0.0011  0.0316
O  0.0012  -0.0034  -0.0136
O  -0.0578  0.037  0.01
O  -0.1343  -0.2081  0.0661
O  0.0188  -0.0109  -0.0065
O  0.0019  -0.0015  -0.0196
O  -0.0003  -0.0042  -0.0131
H  -0.0009  0.0005  0.0019

The program warned: the cutoff lies below the one the program advises for these potential files; the exchange-correlation potential is rough where the density is thin.
